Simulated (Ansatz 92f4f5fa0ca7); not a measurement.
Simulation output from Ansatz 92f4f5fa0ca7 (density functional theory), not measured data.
Periodic cell of 348 atoms, Si240O108, from a study of silicon, its oxide and their interface. The atomic structure is a simulated model.
Doubt: the cutoff is far below the 930 eV that the study's wrapper takes by default for these files, so forces and energies are approximate.

Settings: functional PBE; potential files Ansatz PAW; basis plane waves; wave-function cutoff 580 eV; density cutoff ratio 5; exchange-correlation grid ratio 1; k mesh 1 x 1 x 1, Gamma-centred; self-consistency stop 5e-08 eV per atom in the density residual; occupations fixed; spin none; net charge 0.

Cell vectors (angstrom)
a, 11.6015, 0, 0
b, 0, 13.3963, 0
c, 0, 0, 40.3866

Atoms and the computed forces on them: element, x, y, z (angstrom), force x, y, z (eV/angstrom)
Si, 0, 2.2327, 1.1851, 0.0191, 0.0292, -0.0165
Si, 3.8672, 2.2327, 1.1851, -0.0133, 0.0256, 0.0702
Si, 7.7343, 2.2327, 1.1851, 0.017, 0.0032, 0.0539
Si, 1.9336, 5.5818, 1.1851, 0.0054, 0.0189, -0.0001
Si, 5.8008, 5.5818, 1.1851, 0.0026, 0.0255, 0.0082
Si, 9.6679, 5.5818, 1.1851, 0.03, 0.0007, 0.0396
Si, 0, 8.9308, 1.1851, -0.026, -0.0562, 0.0583
Si, 3.8672, 8.9308, 1.1851, -0.0306, -0.0047, 0.0007
Si, 7.7343, 8.9308, 1.1851, 0.0284, 0.0256, -0.0358
Si, 1.9336, 12.2799, 1.1851, 0.0187, -0.0587, -0.0332
Si, 5.8008, 12.2799, 1.1851, 0.01, -0.0487, -0.0858
Si, 9.6679, 12.2799, 1.1851, 0.0088, -0.0166, 0.0088
Si, 1.9336, 1.1164, 1.9745, -0.0523, -0.0105, -0.0185
Si, 5.8008, 1.1164, 1.9745, -0.0118, -0.0972, -0.0404
Si, 9.6679, 1.1164, 1.9745, -0.0054, -0.0137, -0.0107
Si, 0, 4.4654, 1.9745, -0.0008, -0.1589, -0.0204
Si, 3.8672, 4.4654, 1.9745, -0.0714, 0.0333, -0.0054
Si, 7.7343, 4.4654, 1.9745, -0.0357, 0.039, -0.0168
Si, 1.9336, 7.8145, 1.9745, 0.1092, -0.0317, -0.004
Si, 5.8008, 7.8145, 1.9745, -0.0073, -0.011, -0.013
Si, 9.6679, 7.8145, 1.9745, -0.0675, 0.0564, 0.0079
Si, 0, 11.1635, 1.9745, 0.0099, 0.1427, -0.0139
Si, 3.8672, 11.1635, 1.9745, 0.0174, 0.1569, -0.0018
Si, 7.7343, 11.1635, 1.9745, -0.0972, 0.0122, 0.015
Si, 1.9336, 1.1164, 4.3426, -0.1488, 0.0379, 0.3571
Si, 5.8008, 1.1164, 4.3426, -0.0562, -0.2151, 0.2738
Si, 9.6679, 1.1164, 4.3426, -0.0625, 0.0427, 0.0833
Si, 0, 4.4654, 4.3426, -0.0075, -0.3739, 0.0472
Si, 3.8672, 4.4654, 4.3426, -0.178, 0.0768, 0.2664
Si, 7.7343, 4.4654, 4.3426, -0.0802, 0.0863, 0.2095
Si, 1.9336, 7.8145, 4.3426, 0.3018, -0.0693, -0.2598
Si, 5.8008, 7.8145, 4.3426, -0.0646, 0.0293, 0.083
Si, 9.6679, 7.8145, 4.3426, -0.1378, 0.1504, -0.2462
Si, 0, 11.1635, 4.3426, 0.0213, 0.3122, 0.1261
Si, 3.8672, 11.1635, 4.3426, 0.0353, 0.2666, -0.4756
Si, 7.7343, 11.1635, 4.3426, -0.2412, 0.0541, -0.323
Si, 0, 0, 36.046, 0.1178, -0.0675, -0.1027
Si, 3.8672, 0, 36.046, -0.089, -0.0563, 0.524
Si, 7.7343, 0, 36.046, 0.2634, -0.1791, 0.0746
Si, 1.9336, 3.3491, 36.046, 0, 0.1268, -0.4163
Si, 5.8008, 3.3491, 36.046, -0.1721, 0.2258, 0.1605
Si, 9.6679, 3.3491, 36.046, 0.3279, -0.1359, -0.1979
Si, 0, 6.6981, 36.046, 0.0876, -0.2636, -0.3879
Si, 3.8672, 6.6981, 36.046, 0.0236, -0.1266, -0.1693
Si, 7.7343, 6.6981, 36.046, 0.0929, 0.1962, 0.471
Si, 1.9336, 10.0472, 36.046, -0.2989, -0.1248, -0.1009
Si, 5.8008, 10.0472, 36.046, 0.1664, -0.2628, 0.2063
Si, 9.6679, 10.0472, 36.046, -0.1034, 0.1262, -0.0804
Si, 0, 0, 38.4142, 0.0648, -0.0368, -0.0001
Si, 3.8672, 0, 38.4142, -0.0296, -0.0426, -0.0093
Si, 7.7343, 0, 38.4142, 0.1099, -0.071, -0.006
Si, 1.9336, 3.3491, 38.4142, -0.0226, 0.0604, 0.0327
Si, 5.8008, 3.3491, 38.4142, -0.0757, 0.1037, 0.0179
Si, 9.6679, 3.3491, 38.4142, 0.1367, -0.0467, 0.0213
Si, 0, 6.6981, 38.4142, 0.0325, -0.1108, 0.0299
Si, 3.8672, 6.6981, 38.4142, 0.006, -0.0204, 0.0143
Si, 7.7343, 6.6981, 38.4142, 0.0311, 0.0863, 0.0041
Si, 1.9336, 10.0472, 38.4142, -0.13, -0.0375, 0.0155
Si, 5.8008, 10.0472, 38.4142, 0.0703, -0.0815, -0.0182
Si, 9.6679, 10.0472, 38.4142, -0.0347, 0.0432, 0.0178
Si, 0, 2.2327, 39.2036, -0.019, -0.027, -0.0087
Si, 3.8672, 2.2327, 39.2036, 0.023, -0.0338, -0.0277
Si, 7.7343, 2.2327, 39.2036, -0.0209, -0.0115, -0.0661
Si, 1.9336, 5.5818, 39.2036, -0.0128, -0.0103, -0.0061
Si, 5.8008, 5.5818, 39.2036, 0.0106, -0.0155, 0.0193
Si, 9.6679, 5.5818, 39.2036, -0.0259, 0.0119, -0.0211
Si, 0, 8.9308, 39.2036, 0.0192, 0.0581, -0.0404
Si, 3.8672, 8.9308, 39.2036, 0.0367, 0.0134, -0.029
Si, 7.7343, 8.9308, 39.2036, -0.028, -0.0266, 0.0682
Si, 1.9336, 12.2799, 39.2036, -0.0071, 0.0546, 0.0329
Si, 5.8008, 12.2799, 39.2036, -0.0222, 0.0396, 0.0069
Si, 9.6679, 12.2799, 39.2036, -0.0144, 0.0106, 0.0237
Si, 4.1918, -4.2304, 25.9705, -0.0574, -0.0403, -0.0975
Si, 0.8688, -5.7903, 22.215, -0.0044, 0.0074, 0.0225
Si, 9.4354, 0.7184, 28.6945, 0.0037, 0.0033, 0.0206
Si, 5.1003, 1.8144, 29.9252, 0.0141, -0.0405, 0.0299
Si, 3.891, 6.8764, 28.5719, 0.0108, 0.0153, 0.0494
Si, 4.0248, 8.8521, 32.1927, -0.084, 0.0187, 0.078
Si, -1.6909, 8.6383, 23.2589, -0.013, -0.0058, -0.0069
Si, 7.3563, 2.5829, 30.2047, 0.0143, 0.0108, -0.1514
Si, 5.9983, 9.5376, 28.5081, 0.0086, 0.0422, 0.0135
Si, 7.6019, 6.7522, 23.3716, 0.0081, -0.0097, 0.0255
Si, 10.068, 6.0003, 27.7732, -0.007, 0.0138, -0.0606
Si, 9.6475, 9.9986, 28.9137, 0.0052, -0.0134, -0.0374
Si, -2.7332, 6.1995, 29.8488, -0.0269, 0.0074, -0.018
Si, 5.066, -2.9665, 15.9837, 0.0086, 0.0226, 0.027
Si, 5.7226, 7.293, 16.3692, 0.0232, 0.0363, 0.03
Si, 6.8902, 4.9186, 29.8605, 0.0257, -0.0006, -0.0119
Si, 0.4585, 7.2959, 28.2724, -0.0417, -0.0367, 0.1103
Si, 7.4083, 5.6782, 26.0841, 0.0107, -0.0044, -0.0053
Si, -1.6314, 10.297, 25.7899, -0.0215, -0.0079, 0.0172
Si, 8.7388, 12.0907, 29.6051, -0.0092, 0.0223, 0.0083
Si, 7.7388, 3.8461, 23.6508, 0.0037, -0.0065, 0.0244
Si, 2.1629, 10.0687, 29.0702, 0.0783, 0.0467, 0.0973
Si, 2.1223, 16.3736, 27.8877, -0.0528, 0.0035, 0.0093
Si, 8.1523, 12.5481, 24.4486, 0.0121, 0.0145, -0.0206
Si, 0.1954, 1.9801, 31.9399, 0.0191, 0.0056, -0.0431
Si, 4.0719, 2.2142, 32.0716, 0.0097, -0.0101, -0.0141
Si, 7.8555, 2.2256, 32.4189, -0.0078, -0.013, 0.026
Si, 1.969, 5.5661, 31.8954, -0.019, -0.0063, -0.0252
Si, 5.9417, 5.4626, 32.028, -0.005, 0.0059, -0.0041
Si, 9.6735, 5.6129, 32.0574, 0.0129, 0.014, 0.0016
Si, 0.0333, 8.8917, 32.0811, 0.0365, -0.0014, 0.0073
Si, 1.9995, 5.8228, 29.4715, 0.03, -0.0004, -0.0236
Si, 7.7715, 8.8876, 32.0619, 0.0077, -0.0156, -0.0051
Si, 1.9778, 12.147, 32.2036, -0.0317, 0.0098, -0.019
Si, 5.6496, 12.3257, 32.1883, -0.0203, 0.0037, -0.0003
Si, 9.4838, 12.2109, 31.9604, -0.0035, 0.0116, -0.0169
Si, 2.1204, 1.0331, 32.9045, 0.0135, -0.0044, -0.0133
Si, 5.8882, 1.1088, 33.085, -0.0021, 0.0018, 0.0129
Si, 9.7998, 1.0061, 32.8373, 0.0332, -0.0264, -0.0099
Si, 0.0556, 4.3585, 32.6487, 0.0015, -0.0157, 0.0184
Si, 3.9163, 4.4599, 32.7652, -0.0053, 0.0045, 0.0125
Si, 7.8255, 4.4728, 33.0437, -0.0039, 0.0286, 0.015
Si, 1.9892, 7.7665, 32.8345, 0.0383, 0.0057, 0.0168
Si, 5.9221, 7.6873, 32.8887, 0.0229, -0.0351, -0.0102
Si, 9.7132, 7.8116, 32.926, -0.0019, -0.0183, -0.0059
Si, -0.0947, 11.1428, 32.7924, -0.0168, 0.0031, 0.0172
Si, 3.8666, 11.0604, 33.0461, 0.0164, -0.0091, -0.009
Si, 7.6144, 11.1238, 32.8525, -0.0078, -0.0093, 0.011
Si, 1.9616, 1.1176, 35.2631, -0.015, -0.0042, -0.011
Si, 5.8008, 1.1115, 35.3756, 0.0076, -0.0013, -0.0001
Si, 9.6864, 1.099, 35.2272, -0.0081, 0.0003, -0.0036
Si, -0.0017, 4.444, 35.1395, -0.0012, 0.0057, -0.0154
Si, 3.8691, 4.471, 35.194, -0.0051, 0.0045, -0.0123
Si, 7.7448, 4.4806, 35.3512, -0.0007, -0.0154, 0.0001
Si, 1.9391, 7.8054, 35.2276, -0.0022, 0.0115, -0.0128
Si, 5.8157, 7.7913, 35.2555, -0.0154, 0.0137, 0.011
Si, 9.672, 7.8194, 35.2767, 0.0076, 0.0092, 0.015
Si, -0.0199, 11.1721, 35.2059, -0.0013, -0.0013, -0.0147
Si, 3.8699, 11.1487, 35.3513, -0.0083, 0.0036, 0.0062
Si, 7.7119, 11.158, 35.2376, 0.0065, 0.0038, -0.0026
Si, -0.0224, 0.0287, 5.1939, 0.0171, -0.005, 0.0315
Si, 3.8491, -0.004, 5.1795, 0.0038, -0.0021, 0.0077
Si, 7.7468, -0.0224, 5.1448, -0.0027, 0.0086, 0.0231
Si, 1.935, 3.3411, 5.1995, 0.0066, 0.0015, 0.0104
Si, 5.7852, 3.3407, 5.1161, 0.0057, 0.009, 0.0047
Si, 9.6449, 3.3465, 5.1613, -0.0063, 0.0023, -0.0046
Si, 0.0018, 6.6938, 5.0165, -0.0077, 0.0002, 0.0094
Si, 3.8728, 6.7059, 5.1821, 0.0041, 0.004, 0.0155
Si, 7.7432, 6.721, 5.1466, -0.0037, 0.001, 0.0127
Si, 1.9556, 10.0487, 5.0548, 0.0095, 0.0042, -0.011
Si, 5.7746, 10.0583, 5.1026, -0.0036, 0.0006, -0.0046
Si, 9.6547, 10.0696, 5.0805, 0.0034, -0.0047, 0.0117
Si, -0.1217, 0.1204, 7.6283, -0.0249, 0.0098, -0.0157
Si, 3.755, 0.0135, 7.5902, -0.0078, 0.0122, -0.0198
Si, 7.6923, -0.0733, 7.533, 0.0128, -0.0236, -0.0326
Si, 1.8656, 3.3619, 7.6316, -0.0244, 0.0073, -0.0197
Si, 5.7133, 3.2957, 7.4769, -0.0136, -0.021, -0.0071
Si, 9.528, 3.3793, 7.5461, 0.0401, 0.0145, -0.0168
Si, 0.0011, 6.6533, 7.3156, 0.0046, 0.0032, -0.0095
Si, 3.9067, 6.74, 7.5932, -0.0157, -0.0093, -0.0102
Si, 7.7338, 6.8289, 7.5256, 0.0167, 0.0215, -0.0037
Si, 1.9177, 10.0821, 7.3701, 0.0256, 0.0075, -0.0155
Si, 5.6772, 10.1181, 7.4508, 0.0233, -0.0057, -0.0184
Si, 9.6183, 10.1506, 7.4133, 0.0189, 0.0068, -0.0204
Si, -0.1409, 2.4158, 8.4928, -0.0138, -0.0043, 0.0528
Si, 3.8011, 2.2067, 8.4552, 0.0118, -0.0102, -0.0084
Si, 7.5887, 2.1374, 8.3105, -0.037, -0.0079, -0.0073
Si, 1.917, 5.6353, 8.2488, 0.0352, -0.0187, 0.0435
Si, 5.8876, 5.5488, 8.2185, -0.006, 0.0067, -0.059
Si, 9.6693, 5.6678, 8.2202, -0.0229, 0.0021, -0.0237
Si, -0.0423, 8.9253, 7.8704, 0.0097, -0.0237, -0.0405
Si, 3.8005, 9, 8.3941, 0.0003, 0.0033, -0.019
Si, 7.6451, 9.1382, 8.2169, -0.1066, 0.0188, -0.0063
Si, 1.7664, 12.2667, 8.2897, -0.0082, -0.0089, 0.021
Si, 5.6985, 12.3081, 8.3374, 0.012, 0.0078, -0.0351
Si, 9.6463, 12.2635, 8.5196, 0.0276, -0.0001, -0.0051
Si, 1.713, 4.3925, 12.1124, -0.0128, -0.0094, 0.0598
Si, 7.3703, -3.3224, 10.4056, -0.0545, -0.0372, -0.0798
Si, 4.4714, 1.7714, 10.7753, -0.0476, 0.0765, 0.0344
Si, 3.4578, 3.0383, 17.3986, -0.0215, 0.0068, 0.0194
Si, 4.2881, -0.3148, 12.0431, 0.0309, -0.0297, 0.0536
Si, 14.2732, 10.787, 14.0406, -0.0123, -0.0969, 0.1852
Si, -1.3147, 11.8532, 10.9951, -0.024, -0.0726, 0.0859
Si, 6.1504, 5.4434, 10.5243, 0.0163, -0.0339, 0.1338
Si, 12.3533, 6.3847, 19.2849, -0.0211, 0.013, 0.0422
Si, 1.207, 6.0092, 10.4531, 0.0204, -0.0037, 0.0067
Si, 0.9977, 11.5719, 10.4378, 0.0305, 0.0681, -0.0194
Si, 4.0016, 17.2152, 11.9848, 0.0303, -0.0083, -0.0083
Si, 5.0115, 3.4414, 14.8129, 0.0077, -0.0609, -0.025
Si, 7.9675, 3.0025, 11.7235, -0.0108, -0.0024, 0.0089
Si, 9.7251, 7.3653, 12.1193, -0.0328, -0.0222, -0.1263
Si, 3.7353, 9.1316, 10.8373, 0.0075, -0.028, 0.0074
Si, -1.1508, 5.741, 10.4352, -0.0522, 0.0741, 0.114
Si, 11.7758, 7.8026, 13.121, -0.0008, 0.0154, -0.0268
Si, 2.9022, 11.1643, 11.7476, -0.0123, 0.0458, -0.0627
Si, 3.4729, 12.3901, 19.528, 0.0135, 0.0223, -0.0018
Si, 7.738, 1.0616, 17.1011, -0.0042, -0.0136, 0.0117
Si, 0.0786, 9.4099, 10.0792, -0.0942, -0.0203, -0.0157
Si, 3.836, 14.0177, 14.432, -0.0371, 0.006, 0.0415
Si, 10.2378, 12.4097, 13.8415, -0.0095, -0.0522, -0.0125
O, -14.8176, 20.1461, 19.4947, 0.0108, -0.0016, -0.0367
O, 11.1049, 24.411, 13.7595, 0.0014, -0.0084, -0.0002
O, 28.7401, -4.39, 26.9557, -0.0348, 0.0054, 0.013
O, -0.8508, 9.5271, 15.8884, -0.0136, -0.0089, -0.0216
O, 18.1247, 3.746, 15.3635, -0.0361, 0.0117, 0.002
O, -5.9567, 8.9156, 16.2483, 0.0173, -0.0719, -0.014
O, 4.8929, 15.2719, 14.3331, -0.0129, 0.0186, -0.0053
O, -12.1403, 0.8842, 28.8719, 0.0161, -0.0277, -0.0021
O, -4.8245, 10.2661, 21.3296, 0.0086, 0.002, -0.0159
O, -0.3444, -7.8756, 15.3167, -0.0002, 0.0084, 0.0133
O, 11.2952, 13.5368, 14.4224, 0.0083, -0.0049, 0.0225
O, 22.7744, 25.2236, 18.6621, 0.0055, -0.0026, -0.0395
O, -13.4419, 13.7525, 19.7714, 0.0229, -0.0533, -0.0133
O, -9.6363, -9.0336, 28.6992, -0.0126, -0.0019, -0.0091
O, 15.8533, -6.7602, 16.615, -0.0024, -0.0033, -0.0141
O, 2.0446, 25.7328, 25.8328, -0.0134, 0.012, 0.0206
O, 4.3074, 8.3616, 24.5501, 0.0021, 0.0323, 0.0655
O, -4.9879, 6.8461, 17.6391, -0.0065, 0.0063, -0.069
O, 13.8537, -12.1601, 14.6556, -0.0356, -0.0227, 0.0123
O, -2.0914, 5.8417, 17.2759, -0.0004, -0.0118, -0.0339
O, -7.8961, 24.2183, 19.0854, -0.0248, 0.0302, -0.0069
O, 9.1566, 11.3618, 20.5619, 0.0234, 0.018, -0.0409
O, 4.1993, 13.4016, 15.9629, 0.0225, 0.0314, -0.0038
O, -10.3904, 20.3651, 20.7445, -0.0005, 0.0033, -0.0258
Si, 16.1719, 14.3006, 17.3256, 0.022, -0.0324, -0.0148
Si, 2.4475, 8.3985, 27.3532, 0.1139, 0.0267, -0.0882
Si, -2.4639, 9.4558, 16.2719, 0.0472, -0.0485, 0.0331
Si, 1.1728, 0.0633, 15.1296, -0.0041, 0.0661, -0.0264
Si, 6.0636, -4.6079, 21.4004, 0.0276, -0.0072, 0.0228
Si, 3.5747, -1.1754, 25.3207, 0.0612, -0.0027, 0.001
Si, 21.3639, 1.8884, 19.282, 0.0009, -0.0133, 0.0421
Si, -6.5593, 2.7943, 27.7603, 0.1055, 0.0337, 0.0034
Si, 9.4953, -19.7002, 18.3165, 0.0031, 0.0064, 0.0504
Si, 3.7067, 8.0099, 23.0767, 0.003, 0.0017, 0.0254
Si, 22.508, 3.4014, 10.7231, 0.102, -0.0493, -0.0693
Si, 0.9208, 6.1701, 14.5359, 0.048, -0.0811, 0.0008
Si, 11.8946, 3.6737, 17.9931, 0.0205, -0.0058, 0.0315
Si, 5.721, 5.2097, 27.8266, -0.0275, -0.0391, -0.0075
Si, 6.4713, 11.9591, 28.555, -0.0135, -0.0286, -0.0167
Si, 8.1956, 10.9274, 21.8288, -0.0179, -0.0039, 0.0258
Si, 11.616, -3.7667, 14.49, 0.0295, 0.0785, 0.0362
Si, 6.821, 14.799, 10.4862, 0.0373, 0.005, -0.0007
Si, -3.6273, 8.5214, 29.7091, 0.0064, -0.011, -0.0279
Si, 18.3529, 6.7719, 19.2485, -0.0039, -0.0011, 0.0681
Si, 7.9793, 3.0947, 14.967, -0.0047, -0.0219, -0.0279
Si, 10.3695, -8.663, 16.4217, -0.0393, 0.0152, -0.0178
Si, 11.9979, 0.0672, 22.4034, 0.013, 0.002, 0.0052
Si, 17.6206, 13.458, 26.6184, -0.0036, -0.0115, 0.0009
Si, -1.5982, 1.0417, 25.7659, -0.0178, 0.0124, -0.0195
Si, 12.4722, 4.7902, 23.2194, -0.0203, 0.0011, 0.0251
Si, 14.7825, 18.3297, 22.5127, 0.0352, 0.0039, -0.005
Si, -0.1768, 17.0487, 26.0402, -0.0438, 0.014, -0.0122
Si, 1.6097, 8.1197, 11.2856, -0.0135, -0.0406, 0.0239
Si, 0.1084, 9.1364, 29.7375, -0.0452, 0.0117, -0.0566
Si, 8.0703, 11.6136, 16.0794, -0.0232, 0.0292, 0.0089
Si, -8.1324, 13.4299, 22.4104, -0.0077, 0.0277, 0.0046
Si, 15.7158, 22.3099, 29.8683, -0.0045, -0.01, -0.1393
Si, 12.4433, 14.3074, 29.773, -0.0422, -0.016, 0.0601
Si, -2.0679, -3.8175, 11.1273, 0.1636, 0.1123, 0.2018
Si, -1.2841, 2.8144, 22.1094, -0.0092, 0.0039, 0.0361
Si, -6.8262, 4.3568, 20.0405, 0.018, 0.0016, 0.0504
Si, -5.6154, 21.913, 11.5244, 0.0527, -0.0082, -0.009
Si, 14.0007, 25.7182, 29.9041, -0.0212, 0.0002, -0.042
Si, 2.7589, 7.1971, 16.9743, 0.002, 0.0295, 0.0396
Si, -6.4343, 16.1176, 22.4974, 0.0104, 0.0004, 0.0164
Si, 12.117, 12.4221, 25.3372, -0.0057, 0.0068, -0.0269
Si, 12.6052, 12.2802, 17.9689, 0.0285, -0.0329, 0.037
Si, 14.8816, 10.3221, 17.5642, -0.0061, 0.0127, 0.0481
Si, -12.7971, -1.092, 20.0511, -0.0229, 0.0591, 0.0468
Si, 4.8155, -0.5416, 30, 0.0063, 0.0157, -0.0299
Si, -15.7553, -5.6413, 14.0771, 0.0121, 0.0029, -0.0218
Si, 6.2918, 12.4183, 10.6645, 0.0073, -0.0275, 0.0335
O, 7.8864, 12.1681, 22.8704, -0.0003, -0.0023, -0.0002
O, 11.0067, 1.3632, 22.4524, 0.0032, 0.0067, -0.012
O, 6.5544, -10.6373, 23.3502, 0.0316, 0.0278, -0.0022
O, -7.1495, 13.3497, 18.6516, 0.0005, -0.0227, -0.0278
O, 23.7407, -9.0258, 24.7675, -0.0049, -0.0048, -0.0094
O, 1.8071, 11.0263, 17.3022, -0.0385, 0.0357, 0.0199
O, 18.1141, 20.183, 15.0204, -0.0107, 0.0036, 0.0283
O, 1.9383, 0.6123, 22.2546, 0, -0.0026, -0.0034
O, 18.9385, -8.9436, 11.1606, -0.0353, 0.0183, -0.0482
O, 16.2887, -22.5379, 13.4413, -0.0128, -0.0298, 0.0096
O, 16.1529, -12.168, 22.5313, -0.0094, -0.0253, -0.0101
O, -0.8376, 4.652, 27.1376, 0.0131, -0.0062, 0.0052
O, 0.5654, -10.1899, 11.816, -0.0028, 0.0206, -0.0031
O, -0.1389, 13.755, 25.9678, 0.0103, -0.0039, 0.0009
O, -22.7377, 6.3752, 23.2012, 0.0098, -0.0112, -0.0031
O, -3.1027, 33.6771, 13.1597, 0.012, 0.0132, 0.0303
O, 34.5751, -15.6832, 25.9245, 0.0227, -0.0103, 0.0207
O, 4.5228, 22.2458, 21.9293, -0.0068, -0.01, -0.007
O, -2.6579, 9.7768, 22.6677, 0.0071, -0.003, -0.0028
O, 15.4023, 12.5206, 21.1021, 0.0038, 0.002, -0.0075
O, 19.6267, 16.4263, 13.3498, -0.0088, -0.0003, 0.0144
O, 11.013, -6.139, 18.9121, 0.0083, 0.0009, -0.0273
O, 17.7227, 21.5228, 19.9122, -0.0064, -0.0025, -0.0157
O, 12.4488, 13.3709, 16.7438, 0.016, -0.0179, -0.0164
O, -9.5149, -14.5869, 14.6196, 0.0338, -0.0149, -0.0184
O, 41.2457, 11.3505, 15.8416, 0.0132, 0.0022, -0.0092
O, -0.0812, 3.924, 22.2023, 0.0057, -0.0076, -0.0015
O, -14.846, 8.754, 15.0011, -0.0002, -0.0019, 0.006
O, 19.3541, -22.524, 25.2508, -0.0166, -0.0216, -0.0426
O, 3.5331, 2.8183, 27.0867, -0.0032, -0.0219, 0.0053
O, -22.2247, -10.594, 26.7721, 0.0456, -0.0193, 0.0463
O, -1.3357, 9.0405, 24.7976, 0.0076, -0.0043, 0.0037
O, 22.7984, -4.7848, 22.2542, 0.0082, 0.0008, -0.0087
O, 3.4642, 4.8959, 20.8797, -0.0038, -0.0019, 0.0002
O, 21.4386, -0.574, 12.3004, 0.0198, 0.0212, -0.0057
O, -14.4206, -7.093, 26.7691, 0.0191, -0.007, 0.0402
O, -2.8333, 38.0424, 25.2294, 0.0042, -0.0115, 0.0098
O, -13.5831, 2.8166, 20.6226, 0.0059, 0.0016, -0.0141
O, 17.034, 16.5451, 20.9363, 0.0001, 0.0027, -0.0153
O, 2.0052, 19.905, 18.2448, 0.0095, 0.0045, -0.0351
O, 20.8427, 30.6972, 15.5811, 0.031, 0.0352, 0.0149
O, 6.3915, -6.4212, 11.0729, -0.0238, 0.0227, -0.0058
O, -4.5845, 20.1733, 24.9093, -0.0043, 0.0046, -0.0023
O, 24.8541, -3.6845, 14.7633, 0.0016, 0.0979, -0.1182
O, 27.4168, -2.8817, 14.5666, -0.0508, 0.039, -0.0815
O, -0.4308, 29.1027, 18.5634, 0.0034, 0.005, -0.0106
O, -11.6665, -0.9511, 21.2179, -0.0116, 0.01, -0.0117
O, 39.0293, -9.5752, 18.6177, -0.0097, -0.0003, -0.0268
O, 19.6979, 1.5874, 15.5949, -0.003, 0.0106, 0.0073
O, 20.125, -24.8128, 18.22, 0.0069, 0.0057, -0.0132
O, 0.3443, -0.8908, 23.7215, 0.0027, 0.0034, 0.0091
O, -14.1029, 14.1177, 27.0822, 0.0023, 0.0039, 0.0029
O, -7.4478, 10.7405, 25.5749, 0.0138, 0.0189, 0.0128
O, -25.2451, -17.0447, 27.2577, 0.0099, 0.0015, 0.0177
O, 35.1896, 18.179, 19.233, 0.0006, -0.0108, -0.0261
O, -7.1732, 13.2527, 26.2372, -0.0201, -0.0459, -0.0178
O, -15.7397, 18.6222, 22.7987, -0.002, -0.0029, -0.0097
O, -6.9635, 4.9751, 10.9827, -0.0171, -0.049, 0.0045
O, -2.9629, 15.4344, 29.263, -0.0773, 0.0215, 0.0597
O, -2.3853, 13.7907, 24.4906, 0.0038, 0.0096, 0.0285
O, 17.6581, 41.8896, 26.9733, -0.0148, -0.0077, 0.0015
O, 2.932, -4.6571, 17.4465, -0.0138, -0.0128, -0.0184
O, -2.0737, 2.7057, 11.2803, 0.0264, 0.0265, -0.0027
O, 5.9443, -7.9169, 19.8266, -0.0061, 0.0003, -0.0205
O, -2.4267, -6.2104, 23.3075, 0.0028, 0.0121, -0.0058
O, -5.1772, 8.6234, 13.126, -0.0169, 0.0038, -0.0246
O, 18.4111, -0.3462, 25.2247, -0.0187, 0.0114, 0.0188
O, 9.0603, -4.8797, 17.6144, 0.0022, 0.0014, -0.0275
O, 17.7532, 1.3222, 17.3321, -0.0486, -0.0182, 0.0019
O, -21.2273, -24.9727, 29.0156, 0.0438, 0.0352, -0.0224
O, 10.2601, -24.1673, 25.5558, 0.0214, -0.0028, 0.0091
O, 8.8756, -1.2302, 14.7226, 0.0318, 0.0226, 0.0009
O, 3.9211, -9.6421, 15.9853, 0.0204, -0.006, -0.0101
O, 3.6315, -0.8969, 23.7229, 0.008, -0.0031, 0.0212
O, -9.6616, -0.5161, 19.175, 0.0349, -0.0023, -0.0161
O, 1.9032, 6.8757, 15.6362, -0.0068, 0.0032, -0.0022
O, 13.419, -10.1667, 17.5252, 0.0173, 0.0101, -0.0188
O, 13.2288, 31.7494, 13.6757, -0.0026, 0.0096, -0.0635
O, -16.4145, -32.4053, 22.4495, -0.0143, 0.011, -0.0223
O, 13.7433, 8.4259, 22.8283, -0.0057, 0.0076, -0.0105
O, -19.1112, 17.1435, 23.1955, -0.006, 0.0057, -0.0098
O, 8.15, -0.5349, 17.1719, -0.0143, 0.0105, -0.0232
O, -2.4582, -23.6026, 23.1675, -0.0135, 0.0175, -0.0229
O, 15.3937, 19.7758, 22.999, -0.0036, 0.0011, -0.0092

Results
free energy: -213978.316 eV
free energy less fixed offsets of O -568.88, Si -635.61 eV per atom: 7.124 eV

The program warned: the cutoff lies below the one the program advises for these potential files; the forces do not sum to zero within the program's tolerance; the exchange-correlation potential is rough where the density is thin.
